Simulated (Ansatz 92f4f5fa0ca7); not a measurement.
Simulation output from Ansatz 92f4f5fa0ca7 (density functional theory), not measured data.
Periodic cell of 461 atoms, Si304O157, from a study of silicon, its oxide and their interface. The atomic structure is a simulated model.
Doubt: the cutoff is far below the 930 eV that the study's wrapper takes by default for these files, so forces and energies are approximate.

Settings: functional PBE; potential files Ansatz PAW; basis plane waves; wave-function cutoff 580 eV; density cutoff ratio 5; exchange-correlation grid ratio 1; k mesh 1 x 1 x 1, Gamma-centred; self-consistency stop 5e-08 eV per atom in the density residual; occupations fixed; spin none; net charge 0.

Cell vectors (angstrom)
a	15.4691	0	0
b	0	15.4691	0
c	-6.848	-7.0335	34.5033

Atoms and the computed forces on them: element, x, y, z (angstrom), force x, y, z (eV/angstrom)
Si	-12.989	-10.604	24.06	0.005	0.006	-0.003
Si	-2.6	-3.219	25.558	-0.003	-0.001	-0.001
Si	-4.477	-15.248	24.002	-0.006	-0.002	-0.002
Si	-8.932	-10.967	24.249	0.002	0.007	-0.002
Si	1.396	-3.132	25.92	-0.003	-0.007	0
Si	-0.977	-15.156	23.976	0.007	0.005	-0.001
Si	-2.442	-11.003	25.56	0.001	0.004	-0.007
Si	-10.201	-7.052	25.79	-0.006	0.004	-0.012
Si	-11.659	-3.098	25.883	0.004	0.003	0.003
Si	-10.967	-10.948	25.475	0.001	0.001	0
Si	-7.707	-7.027	25.79	0.002	-0.001	-0.004
Si	-6.652	-3.119	25.484	-0.006	-0.004	-0.002
Si	-7.106	-14.844	25.539	0.002	0.001	0.004
Si	-2.343	-7.109	25.573	0.033	-0.001	-0.062
Si	-4.574	-2.947	24.374	-0.002	0.003	0.013
Si	-2.744	-14.871	25.562	-0.001	0.001	-0.004
Si	0.963	-8.934	27.023	-0.006	0.007	0
Si	0.936	-5.079	27.131	-0.008	0.002	0
Si	-0.884	-2.889	23.883	0.001	-0.002	0.004
Si	1.399	-14.734	25.849	-0.008	0.007	0.001
Si	-10.781	-5.052	26.98	-0.002	0	0.001
Si	-10.869	-12.805	26.977	0.002	0.003	0.001
Si	-6.981	-10.914	25.564	0.006	-0.002	0.003
Si	-6.964	-5.057	26.89	-0.001	-0.001	0.004
Si	-6.829	-1.262	26.944	-0.001	0.005	0.002
Si	-6.979	-12.866	26.905	-0.002	-0.002	-0.001
Si	-6.874	-8.963	26.914	-0.003	0.004	0.004
Si	-2.882	-5.165	26.868	0.004	-0.001	0.005
Si	-2.87	-1.3	26.957	0.001	-0.003	0.009
Si	-2.924	-12.907	26.892	-0.002	-0.002	0.005
Si	-2.855	-9.028	26.879	0.001	-0.008	0.004
Si	0.827	-6.951	25.72	-0.006	-0.004	0.005
Si	0.924	-1.182	27.135	0.005	0.003	-0.002
Si	0.919	-12.785	27.064	-0.001	-0.002	-0.004
Si	0.733	-10.861	25.681	-0.003	-0.002	0.003
Si	-10.89	-1.184	27.038	0.002	-0.001	-0.004
Si	-8.871	-12.847	28.31	0	0	0
Si	-10.678	-9.053	26.969	-0.002	-0.006	0.001
Si	-8.825	-4.999	28.347	0.005	0.001	0.001
Si	-8.82	-1.233	28.275	0	0.001	-0.001
Si	-11.609	-14.731	25.817	0.005	-0.005	-0.002
Si	-8.759	-9.047	28.365	-0.003	0	-0.001
Si	-4.918	-5.125	28.198	-0.003	0.002	0.002
Si	-4.871	-1.26	28.294	0.003	-0.001	0
Si	-4.945	-12.863	28.223	0	0	-0.003
Si	-4.866	-8.945	28.224	0.001	-0.001	0.002
Si	-1.058	-5.111	28.385	0.005	-0.007	-0.006
Si	-1.043	-1.231	28.41	-0.003	0	0.002
Si	-1.061	-12.857	28.358	0.002	0.001	0.001
Si	-1.002	-8.978	28.367	0.004	0.006	0.001
Si	2.854	-5.154	28.451	-0.001	0.003	-0.001
Si	2.799	-1.202	28.538	0.002	0	0.002
Si	2.796	-12.764	28.46	0.001	-0.001	0
Si	2.883	-8.961	28.362	0.001	-0.003	0
Si	-8.792	-7.022	29.669	-0.001	0	0
Si	-8.798	-3.114	29.729	-0.002	0	0
Si	-8.801	0.69	29.682	-0.001	0	0
Si	-8.79	-10.946	29.733	-0.002	0	0.002
Si	-4.902	-7.032	29.654	0.001	0	-0.001
Si	-4.908	-3.203	29.658	0	-0.002	-0.001
Si	-4.903	0.696	29.668	0.001	0	-0.001
Si	-4.915	-10.904	29.631	-0.002	-0.001	0
Si	-1.047	-7.047	29.733	-0.002	0.001	-0.004
Si	-1.047	-3.178	29.739	-0.003	0	0
Si	-1.044	0.705	29.743	-0.001	0.002	-0.001
Si	-1.042	-10.913	29.72	-0.002	-0.002	-0.001
Si	2.828	-7.071	29.766	0	-0.001	0.001
Si	2.825	-3.191	29.773	0.002	-0.002	0
Si	2.814	0.756	29.791	0	-0.001	0
Si	2.821	-10.848	29.768	0.003	0	-0.001
Si	-6.848	-7.034	31.085	0.005	0.024	-0.487
Si	-6.848	-3.166	31.085	0.118	0.038	-0.282
Si	-6.848	0.701	31.085	-0.017	-0.021	-0.417
Si	-6.848	-10.901	31.085	0.171	-0.13	-0.294
Si	-2.981	-7.034	31.085	-0.115	0.021	-0.137
Si	-2.981	-3.166	31.085	-0.154	-0.081	-0.095
Si	-2.981	0.701	31.085	-0.091	0.071	-0.056
Si	-2.981	-10.901	31.085	-0.155	-0.003	-0.304
Si	0.886	-7.034	31.085	-0.069	-0.112	0.192
Si	0.886	-3.166	31.085	-0.072	-0.133	0.275
Si	0.886	0.701	31.085	-0.168	0.129	0.42
Si	0.886	-10.901	31.085	-0.121	0.057	0.224
Si	-10.715	-7.034	31.085	0.261	-0.077	0.095
Si	-10.715	-3.166	31.085	0.08	0.086	0.349
Si	-10.715	-14.768	31.085	0.206	0.039	0.208
Si	-10.715	-10.901	31.085	0.077	0.03	0.283
Si	0.033	1.941	3.416	0	0	0
Si	0.018	5.806	3.423	0	0	0
Si	0.036	-5.812	3.421	0	0	0
Si	0.005	-1.933	3.405	0	0	0
Si	3.842	1.945	3.421	0	0	0
Si	3.868	5.801	3.435	0	0.001	0.002
Si	3.817	-5.81	3.414	-0.001	0.001	0
Si	3.864	-1.939	3.402	0	0	0
Si	7.771	1.942	3.424	-0.001	0	0
Si	7.734	5.801	3.43	0	0	0.001
Si	7.769	-5.81	3.416	-0.001	-0.001	0
Si	7.722	-1.928	3.409	0	-0.001	0
Si	-3.913	1.948	3.417	0.001	0	0
Si	-3.848	5.8	3.43	-0.001	0	0.001
Si	-3.873	-5.813	3.426	0.001	0.001	0.001
Si	-3.868	-1.937	3.394	0.001	-0.001	0
Si	-1.945	1.976	4.684	0	0	-0.001
Si	-1.901	5.879	4.797	0	0	0.001
Si	-1.907	-5.849	4.739	0	0.001	0
Si	-1.936	-2.004	4.743	0	0.001	0
Si	1.937	1.962	4.863	-0.001	0	0
Si	1.936	5.761	4.823	-0.001	0	0
Si	1.923	-5.825	4.875	-0.001	0.001	0.001
Si	1.94	-1.894	4.766	0	0	-0.001
Si	5.81	1.961	4.715	0.001	0	0
Si	5.8	5.837	4.811	-0.001	0	0
Si	5.786	-5.822	4.683	0.002	0.001	0
Si	5.783	-1.984	4.771	0.001	0	0.001
Si	9.665	1.962	4.889	0	0	0.001
Si	9.678	5.73	4.794	0	-0.001	0
Si	9.686	-5.826	4.847	0	0.001	0.002
Si	9.668	-1.853	4.747	0	-0.001	0
Si	-1.996	0.004	5.938	0	0	0.002
Si	-1.908	3.91	6.048	-0.003	0	-0.001
Si	-1.889	-7.666	6.247	0.001	0	0.002
Si	-1.895	-3.977	6.114	-0.002	0.001	-0.004
Si	1.954	0.004	6.2	0.001	-0.002	0.002
Si	1.942	3.881	6.3	-0.004	0	-0.002
Si	1.898	-7.828	6.242	0.002	0.002	0.003
Si	1.934	-3.792	6.145	-0.001	0.002	0
Si	5.782	0.01	6.015	-0.002	0.002	0.002
Si	5.814	3.869	6.113	-0.003	-0.002	-0.002
Si	5.773	-7.642	6.146	0	0	0.002
Si	5.79	-3.98	6.101	-0.009	0.001	-0.008
Si	9.66	0.011	6.248	0.001	-0.001	0.002
Si	9.651	3.886	6.324	-0.006	0	-0.004
Si	9.703	-7.855	6.171	0.002	0	0.003
Si	9.684	-3.765	6.073	-0.001	0.002	-0.003
Si	-0.125	-0.009	7.323	-0.002	0	-0.001
Si	-0.092	3.903	7.571	0.002	0	-0.002
Si	0.013	-7.758	7.738	-0.002	-0.001	0
Si	0.024	-3.91	7.539	-0.001	-0.005	-0.005
Si	3.956	0.038	7.515	0.002	0.003	-0.001
Si	3.969	3.869	7.588	0.005	-0.001	0
Si	3.85	-7.724	7.577	-0.002	0	-0.003
Si	3.864	-3.892	7.505	0.005	-0.005	-0.005
Si	7.619	-0.026	7.486	0.001	0	0
Si	7.622	3.871	7.667	0.001	0	0
Si	7.731	-7.747	7.479	-0.002	0.002	-0.003
Si	7.041	-1.99	8.679	-0.003	-0.001	-0.006
Si	-3.773	0.016	7.495	-0.002	0.002	-0.001
Si	-3.736	3.95	7.522	0.007	0.001	0.001
Si	-3.844	-7.747	7.604	-0.004	0.003	0
Si	-3.852	-3.848	7.419	0.002	0.003	0.005
Si	-0.69	1.866	8.622	0.003	0.002	0.004
Si	-0.667	5.742	9.019	-0.001	0	0
Si	0.699	-5.767	8.947	0.001	0	0.001
Si	4.513	1.925	8.886	-0.001	0	0
Si	4.496	5.829	8.847	-0.001	-0.002	0
Si	3.197	-5.785	8.82	-0.002	0	0.005
Si	4.612	-1.93	8.646	0.004	-0.004	-0.022
Si	6.93	1.842	8.77	0.004	0	0.004
Si	6.973	5.892	8.828	0.004	0.002	0.008
Si	8.481	-5.803	8.622	0.002	0.006	0.001
Si	7.752	-3.877	7.414	0.009	-0.002	0.011
Si	-3.083	1.979	8.637	-0.001	-0.002	0.003
Si	-3.167	5.824	8.93	0.002	-0.003	0
Si	-4.52	-5.744	8.709	-0.001	0	0
Si	-3.139	-1.942	8.668	0	-0.005	-0.002
Si	-0.679	-1.898	8.609	-0.004	0	-0.005
Si	-6.848	-8.967	32.452	0.021	0.006	-0.045
Si	-6.848	-5.1	32.452	-0.009	0.01	-0.031
Si	-6.848	-1.233	32.452	0.096	-0.022	-0.014
Si	-6.848	-12.834	32.452	0.097	0.023	-0.01
Si	-2.981	-8.967	32.452	-0.108	0.005	-0.025
Si	-2.981	-5.1	32.452	-0.023	0.019	-0.003
Si	-2.981	-1.233	32.452	-0.103	-0.004	-0.017
Si	-2.981	-12.834	32.452	-0.074	-0.016	-0.009
Si	0.886	-8.967	32.452	-0.075	-0.007	0.031
Si	0.886	-5.1	32.452	-0.01	0.032	0.023
Si	0.886	-1.233	32.452	0.025	0.018	0.007
Si	0.886	-12.834	32.452	-0.01	-0.032	0.037
Si	-10.715	-8.967	32.452	0.098	-0.01	0.021
Si	-10.715	-5.1	32.452	0.08	0.016	-0.004
Si	-10.715	-16.701	32.452	-0.053	-0.027	0.02
Si	-10.715	-12.834	32.452	0.035	-0.004	0.027
Si	-4.914	-8.967	33.819	0.02	-0.011	-0.008
Si	-4.914	-5.1	33.819	0.021	-0.002	0.002
Si	-4.914	-1.233	33.819	0.008	0.036	-0.004
Si	-4.914	-12.834	33.819	0.02	-0.021	0.01
Si	-1.047	-8.967	33.819	0.041	0.008	0.023
Si	-1.047	-5.1	33.819	-0.001	-0.034	-0.008
Si	-1.047	-1.233	33.819	0.023	-0.012	-0.013
Si	-1.047	-12.834	33.819	0.033	0.043	-0.006
Si	-12.649	-8.967	33.819	0.005	-0.004	-0.001
Si	-12.649	-5.1	33.819	-0.01	-0.01	0.017
Si	-12.649	-16.701	33.819	0.007	0.009	0
Si	-12.649	-12.834	33.819	-0.024	-0.017	0.006
Si	-8.782	-8.967	33.819	-0.047	-0.002	0.018
Si	-8.782	-5.1	33.819	-0.013	-0.027	-0.01
Si	-8.782	-16.701	33.819	-0.031	-0.005	-0.004
Si	-8.782	-12.834	33.819	-0.037	0.027	-0.003
Si	1.934	0	0.683	-0.022	-0.036	-0.012
Si	1.934	3.867	0.683	-0.016	0.085	-0.019
Si	1.934	7.734	0.683	-0.003	-0.044	-0.04
Si	1.934	-3.867	0.683	-0.014	-0.008	-0.041
Si	5.801	0	0.683	-0.023	0.111	0.012
Si	5.801	3.867	0.683	-0.008	-0.053	0.014
Si	5.801	7.734	0.683	-0.016	0.022	0.039
Si	5.801	-3.867	0.683	-0.035	-0.07	0.039
Si	-5.801	0	0.683	0.004	-0.064	-0.01
Si	-5.801	3.867	0.683	0.002	0.137	-0.025
Si	-5.801	-7.734	0.683	-0.02	-0.039	-0.032
Si	-5.801	-3.867	0.683	0.01	-0.032	-0.038
Si	-1.934	0	0.683	0.027	0.113	0.01
Si	-1.934	3.867	0.683	0.015	-0.072	0.013
Si	-1.934	-7.734	0.683	0.022	-0.01	0.039
Si	-1.934	-3.867	0.683	0.038	-0.026	0.04
Si	0	0	2.05	0.046	0.064	-0.02
Si	0	3.867	2.05	0.063	0.071	0.002
Si	0	7.734	2.05	0.229	-0.026	-0.043
Si	0	-3.867	2.05	0.153	-0.081	0.018
Si	3.867	0	2.05	-0.029	0.075	0.025
Si	3.867	3.867	2.05	-0.061	0.086	0.025
Si	3.867	7.734	2.05	-0.168	-0.092	0.005
Si	3.867	-3.867	2.05	-0.19	-0.089	-0.052
Si	7.734	0	2.05	0.017	0.084	-0.001
Si	7.734	3.867	2.05	0.055	0.05	0.03
Si	7.734	7.734	2.05	0.16	-0.066	0.001
Si	7.734	-3.867	2.05	0.164	-0.03	0.024
Si	-3.867	0	2.05	-0.02	0.095	-0.02
Si	-3.867	3.867	2.05	-0.042	0.091	-0.038
Si	-3.867	-7.734	2.05	-0.142	-0.075	0.017
Si	-3.867	-3.867	2.05	-0.149	-0.135	-0.025
Si	-8.71	-8.705	21.94	0.012	0.04	0.025
Si	-8.333	-3.821	23.114	0.001	-0.006	-0.006
Si	-9.351	-13.405	17.912	0.006	-0.004	-0.003
Si	-7.009	-6.638	23.618	-0.022	0.004	-0.04
Si	-4.168	-7.658	23.053	0.019	0.028	0.037
Si	-9.716	-15.396	23.66	-0.004	-0.001	0.001
Si	-8.863	-13.052	22.07	0.003	0.008	0
Si	-4.611	-10.768	23.404	-0.007	-0.004	0.006
Si	2.57	-2.545	21.359	-0.002	-0.002	0.006
Si	-12.382	-7.471	23.563	-0.004	0.001	0.009
Si	0.52	-2.46	11.362	-0.039	-0.015	0.024
Si	0.621	2.094	11.489	0	0.002	-0.002
Si	0.35	5.278	11.223	-0.003	0.002	-0.007
Si	-0.403	-5.361	11.066	0.003	0.006	-0.003
Si	8.366	5.407	11.57	-0.002	0.004	-0.007
Si	3.573	5.471	11.027	0.002	-0.002	-0.011
Si	4.376	-5.661	10.865	-0.002	0.006	-0.001
Si	3.611	-2.711	11.419	0.016	-0.071	-0.003
Si	8.542	2.231	11.269	-0.007	0	-0.005
Si	3.789	2.279	11.176	0.006	0	-0.005
Si	7.521	-5.658	10.73	0.002	-0.003	-0.008
Si	8.05	-2.559	10.726	0.001	-0.004	-0.007
Si	-3.433	-0.067	12.725	-0.011	-0.005	-0.002
Si	-3.96	5.467	11.172	0	-0.005	-0.007
Si	-3.56	-5.394	10.849	0	-0.001	-0.005
Si	-4.23	-2.382	10.693	0.004	-0.001	-0.007
Si	4.891	1.374	14.015	-0.002	0.002	-0.006
Si	7.279	5.027	14.44	0.001	0	-0.01
Si	4.894	3.774	15.729	0.002	0.003	-0.008
Si	4.591	-1.609	14.214	-0.002	0.003	0.003
Si	9.678	-6.187	12.791	-0.001	0.003	-0.006
Si	-0.03	-5.917	18.777	-0.003	-0.007	-0.005
Si	-5.216	-7.186	15.616	0.002	0.003	-0.003
Si	-3.911	2.31	10.781	-0.001	0.012	-0.015
Si	4.2	-7.729	13.029	0.006	0.008	-0.005
Si	7.729	-1.999	13.674	0.008	0.002	0.004
Si	8.026	1.994	14.277	0.001	0.004	-0.013
Si	-11.054	-6.842	20.916	0.014	0	0.008
Si	-9.116	-4.382	20.335	0.001	-0.005	0.009
Si	0.356	-12.123	18.769	-0.001	-0.001	-0.002
Si	5.903	-6.19	14.943	0.003	-0.001	-0.009
Si	-5.166	-4.358	16.654	-0.001	0.008	-0.005
Si	-3.947	-6.452	20.329	-0.003	-0.004	0
Si	8.309	-4.107	14.355	-0.003	0.002	0.001
Si	-0.239	-6.436	13.889	-0.001	0.005	-0.01
Si	-2.696	-9.007	16.068	-0.003	-0.003	-0.003
Si	-1.761	-8.898	13.237	0	-0.002	-0.005
Si	-3.601	-1.67	16.955	-0.006	-0.003	-0.006
Si	2.421	-10.241	17.216	-0.001	0.001	-0.002
Si	-8.348	-9.868	19.27	-0.004	-0.002	-0.005
Si	-11.258	-3.019	18.648	0.001	-0.001	0
Si	-4.406	-3.731	21.413	-0.004	0.003	-0.005
Si	0.436	-4.348	15.945	-0.001	0.004	-0.005
Si	2.652	-7.514	18.398	0.003	0.006	-0.005
Si	2.608	-15.175	20.688	-0.003	0.001	0.003
Si	-7.897	-8.183	16.629	-0.001	-0.001	-0.015
Si	-0.563	-1.285	16.154	-0.003	-0.005	-0.008
Si	-0.357	-0.247	13.33	0.009	-0.003	-0.014
Si	2.121	-7.942	15.453	0.001	0.002	0
Si	-2.283	-10.395	18.677	0.002	-0.001	0.001
Si	1.086	-15.05	18.172	-0.002	0.003	0.001
Si	-11.431	-15.496	18.128	-0.001	0.002	-0.002
Si	2.168	-12.183	21.239	0.002	-0.003	-0.003
Si	-0.447	-3.585	20.964	0.003	-0.001	0.005
Si	-7.037	-12.63	19.52	-0.005	-0.002	0
Si	-6.271	-4.994	19.603	-0.006	0.004	0.003
Si	-5.53	-0.092	15.098	0.001	-0.002	-0.007
Si	-2.699	-14.432	21.636	0.003	0	0.005
Si	-4.187	-12.023	20.515	-0.003	0.004	0.006
Si	-1.754	-7.489	18.424	-0.007	-0.001	-0.004
Si	3.584	-4.139	15.903	0.001	0.001	-0.01
Si	-10.626	-11.627	20.096	0.002	0	0.001
Si	-2.677	-1.636	20.033	-0.002	0	0
Si	-10.933	-2.889	23.701	-0.002	-0.005	0
O	-8.554	-3.416	21.541	0.002	-0.003	0.008
O	-5.938	-14.606	24.387	0	0.001	-0.002
O	-5.396	-6.662	23.403	0.001	-0.027	-0.025
O	-7.734	-7.587	22.536	0.009	-0.013	0.018
O	-4.055	-14.694	22.517	-0.003	-0.001	-0.003
O	-8.521	-12.416	23.533	0.001	0.001	-0.002
O	-4.771	-11.464	21.94	0.001	-0.001	-0.004
O	-2.974	-7.262	24.066	-0.037	-0.005	0.023
O	-0.736	-6.984	25.183	-0.043	-0.003	0.005
O	0.645	-3.196	24.421	0.001	0.003	0.001
O	-5.558	-6.411	20.025	0.006	-0.007	-0.001
O	0.56	-14.733	24.391	0.001	0	0.002
O	-3.18	-11.156	24.085	0.005	0	0.006
O	-0.844	-10.928	25.13	0	0	0.004
O	1.86	-6.793	24.423	0.003	0	-0.003
O	-10.94	-7.175	24.293	0.01	0.001	0.009
O	-9.831	-4.115	23.692	-0.009	-0.001	-0.004
O	-11.064	-14.669	24.24	-0.003	0.002	0
O	3.901	3.907	11.4	0	-0.002	0.003
O	-0.168	1.582	10.169	-0.005	-0.003	-0.005
O	-0.399	-9.397	12.462	0.003	-0.002	0.005
O	0.065	-1.589	10.067	-0.01	0.033	-0.039
O	2.032	-3.043	11.219	-0.013	-0.045	-0.003
O	8.572	1.64	12.775	0	-0.002	0.009
O	5.947	-6.158	10.695	0.003	-0.001	0.003
O	4.099	-1.742	10.215	0.025	0.058	-0.054
O	7.39	1.548	10.354	-0.002	0.003	-0.002
O	-4.149	-1.232	11.845	0	0.001	0.006
O	7.547	-9.321	10.373	-0.006	0	-0.009
O	-7.397	-11.144	18.934	0	0.002	-0.003
O	9.649	-2.609	10.335	0.001	-0.001	0.003
O	-1.972	-5.854	10.861	-0.003	0.002	0.002
O	-7.418	-5.135	23.181	0.015	-0.048	-0.001
O	-11.769	-4.099	17.536	0.001	0	0.004
O	-12.212	-11.397	20.297	-0.006	0	-0.001
O	-10.197	-5.452	20.929	-0.01	-0.008	-0.008
O	-10.116	-14.778	17.469	-0.002	-0.004	-0.003
O	-10.085	-8.083	21.336	0.016	0.007	0.001
O	-9.058	-9.788	23.101	0.005	0.006	-0.009
O	-10.313	-12.848	19.091	-0.004	0.007	0.014
O	-3.742	-2.3	21.064	0.001	0.002	-0.003
O	-2.193	-1.294	16.221	0.001	0.001	0.005
O	-4.664	-1.389	23.849	0.003	0.009	-0.002
O	-4.566	-3.88	23.019	0.005	-0.009	-0.002
O	2.023	-4.464	15.525	0.006	0.001	0.004
O	-1.405	-14.282	22.642	0.002	-0.002	0.001
O	-4.71	-9.162	23.258	0.008	0.014	-0.007
O	-2.973	-13.073	20.79	0.002	-0.004	-0.003
O	2.694	-7.125	16.782	0	0	-0.005
O	-12.711	-9.075	23.49	0	-0.007	-0.002
O	0.792	-12.091	20.357	0.002	-0.001	0.001
O	-12.045	-3.254	22.549	0.006	0	0.003
O	0.309	3.69	11.664	-0.001	0.001	0.006
O	3.993	-2.682	15.279	-0.004	-0.008	0.014
O	0.3	-6.081	12.373	0.002	0.001	0.003
O	-0.084	-0.311	14.932	0.003	0.005	0.003
O	7.642	5.717	13.001	-0.002	0.005	0.006
O	3.896	-1.927	12.788	0.013	0.038	0.068
O	4.431	-4.115	11.409	0.001	-0.011	0.003
O	-5.496	1.94	10.558	-0.001	-0.007	-0.001
O	1.742	-9.453	15.951	-0.003	-0.005	0.007
O	8.857	-1.13	14.472	-0.003	-0.003	0.005
O	7.819	-1.639	12.066	-0.003	0.002	-0.002
O	7.535	-4.066	11.165	0.001	0.003	0.004
O	-3.281	1.333	11.918	0.014	0.004	0
O	-3.635	-3.803	11.271	-0.002	0	0.003
O	4.634	1.569	12.401	-0.003	0.002	-0.001
O	-5.753	-7.2	14.066	-0.001	0	0.002
O	1.386	-11.32	17.804	-0.001	-0.002	0.003
O	-0.47	-3.754	11.433	-0.003	-0.008	0.005
O	2.12	-11.514	22.725	0	0.004	0.005
O	-6.467	-7.402	16.649	0.01	0.004	0.003
O	5.597	-7.19	13.68	0.001	0	0.004
O	-4.008	-3.211	16.578	-0.003	0.004	0.006
O	-1.014	-1.279	23.539	-0.004	0	-0.002
O	-3.359	-1.543	18.558	0.002	-0.002	0
O	-3.478	-4.952	20.816	0.006	-0.003	-0.005
O	5.667	4.775	14.677	-0.005	0	0.008
O	0.11	-16.159	17.51	0.003	0.003	0.008
O	4.174	2.585	14.862	0	-0.005	0.003
O	4.582	-5.299	15.321	-0.005	0.002	0.005
O	-5.527	-9.606	11.51	0.01	0.002	0.005
O	-1.132	-3.727	22.471	-0.001	-0.001	0
O	0.799	-7.316	14.773	-0.005	0.003	0.005
O	-12.294	-2.926	19.895	-0.001	-0.001	-0.002
O	-1.834	-7.801	16.798	0.002	0.004	0.005
O	-9.791	-3.439	19.199	-0.002	0.001	-0.002
O	-4.547	-5.745	16.027	-0.001	-0.007	0.003
O	3.226	-8.012	14.285	0.002	-0.007	0.007
O	-7.844	-9.345	20.721	-0.002	0.012	0.012
O	3.633	-6.578	12.011	-0.005	0.012	-0.001
O	-1.93	-0.549	13.073	0.005	-0.009	0.009
O	2.655	-16.418	21.728	0.003	0.001	-0.002
O	-1.308	-2.537	20.04	0.001	-0.001	-0.002
O	-3.75	3.841	11.376	-0.003	0.006	0.002
O	-10.088	-12.101	21.558	0	0	0
O	8.965	-3.914	15.842	0.001	-0.002	0.001
O	-7.635	-12.933	21.013	-0.002	-0.001	0.001
O	-0.308	-4.984	20.111	-0.001	0.005	0.004
O	-4.312	0.192	14.058	-0.003	0.001	0.011
O	2.552	-13.756	21.472	0.002	0	-0.003
O	6.499	1.412	14.34	-0.005	-0.002	0.006
O	-4.815	-16.136	16.462	0	-0.002	0.003
O	4.351	-9.101	12.162	0.007	-0.007	0
O	-4.384	-6.274	11.967	0.003	0.001	0.005
O	0.105	1.216	12.768	0.001	0.004	0.006
O	7.089	-5.191	14.466	0.002	0.002	0.005
O	7.762	-9.438	15.614	0	-0.001	0.007
O	8.391	-6.532	11.83	-0.001	0	0.007
O	6.389	-7.134	16.193	-0.004	0.003	0.003
O	-11.525	-15.232	19.743	-0.001	0.001	-0.001
O	-1.997	-9.599	14.706	0.004	0	-0.001
O	8.251	3.819	11.289	-0.002	-0.005	0.001
O	-5.868	-3.843	20.696	0	0.003	0.002
O	1.289	-15.422	19.752	0.002	0	-0.002
O	8.076	3.602	14.535	0	-0.001	0.008
O	0.478	-1.477	12.649	0	0.013	0.03
O	-8.533	-15.227	24.785	0.005	-0.003	-0.001
O	-0.011	-2.794	15.95	0	0.002	0.005
O	-11.17	-1.602	17.874	0.002	-0.006	0.001
O	2.698	-9.149	18.408	-0.002	-0.02	0
O	2.219	1.831	11.304	-0.002	-0.001	0.004
O	-11.613	-7.015	19.383	0.013	0.006	0.007
O	9.494	-4.665	13.357	0.002	-0.003	0.004
O	-9.92	-10.306	19.463	0.002	0.001	0.001
O	-3.636	-7.515	21.518	-0.006	0.003	0.014
O	-1.609	-8.969	19.158	0.002	0.001	-0.001
O	-9.268	-14.625	22.283	-0.002	-0.008	0.001
O	-5.413	-12.736	19.663	0.003	0	-0.001
O	1.033	-3.015	21.296	-0.001	0	-0.005
O	9.057	1.281	15.341	-0.001	0	0.004
O	-12.263	-6.843	22.044	0.002	-0.001	-0.002
O	-1.606	-7.302	13.613	-0.002	0.002	0.006
O	-10.11	-1.485	23.347	-0.001	0.002	-0.005
O	6.211	-1.703	14.182	0.007	0.001	0.008
O	-11.671	-10.942	16.67	0.004	-0.002	0.002
O	2.593	-15.023	17.481	-0.002	0.001	0.003
O	-4.169	-8.413	15.722	-0.003	0.002	0.004
O	-3.172	-6.849	18.96	-0.005	0.006	0.007
O	-0.469	-5.086	14.786	-0.005	-0.007	0
O	1.302	-6.843	19.025	-0.001	0.007	0.01
O	-5.657	-4.536	18.183	0.003	0.003	-0.009
O	-5.787	-11.205	24.433	-0.003	0	-0.002
O	0.169	-4.986	17.432	0	0	0.004
O	-3.036	-9.196	12.264	-0.003	0.002	0.004
O	-8.256	-8.736	18.118	-0.003	-0.005	0.013
O	-7.809	-13.638	18.451	0.001	0	0.002
O	-7.62	-2.758	24.137	0.006	0.003	0.004
O	-7.883	-5.177	19.611	0	0.003	-0.003
O	-2.843	-10.228	17.144	0	0.001	0.004
O	-9.395	-12.326	16.689	-0.003	0.004	-0.002
O	4.251	-0.04	14.54	0.003	0.008	0.009
O	0.334	-13.616	18.123	0.001	-0.005	0.002
O	-3.534	-10.807	19.642	0	0	-0.001
O	-1.149	-11.548	18.689	-0.003	0.001	0.001
O	-2.372	-15.603	20.561	-0.002	0.001	-0.002
O	1.935	5.745	11.109	-0.001	0.001	0.003

Results
free energy: -282550.977 eV
free energy less fixed offsets of O -568.88, Si -635.61 eV per atom: -11.377 eV

The program warned: the cutoff lies below the one the program advises for these potential files; the forces do not sum to zero within the program's tolerance; the exchange-correlation potential is rough where the density is thin.
